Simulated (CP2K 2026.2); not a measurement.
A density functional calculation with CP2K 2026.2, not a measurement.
Periodic cell of 504 atoms, Si360O144, from a study of silicon, its oxide and their interface. The atomic structure is a simulated model.
Doubt: the forces sum to 2.64 eV/angstrom along one axis rather than to zero, so they err by at least 0.0052 eV/angstrom per atom on average; the grid cutoff is modest.

Settings: functional PBE; method Gaussian and plane waves; basis set DZVP-MOLOPT-SR-GTH; pseudopotentials GTH-PBE; grid cutoff 350 Ry, relative cutoff 50 Ry; k points Gamma only; occupations fixed; spin none; net charge 0.

Cell vectors (angstrom)
a 16.32 0 0
b 0 16.32 0
c 1.8571 -2.8159 33.2706

Atoms and the computed forces on them: element, x, y, z (angstrom), force x, y, z (eV/angstrom)
Si 1.149 15.391 0.064 0.059 -0.267 0.851
Si 5.781 -0.895 33.223 0.108 -0.365 0.725
Si 1.483 3.906 0.166 -0.26 0.078 0.823
Si 3.641 6.982 0.156 0.239 0.008 0.738
Si 1.57 9.297 0.226 -0.03 0.081 0.769
Si 6.149 9.222 33.125 -0.207 0.231 0.791
Si 7.255 14.695 0.04 -0.299 0.092 0.727
Si 9.338 1.527 0.235 0.135 -0.147 0.785
Si 7.256 3.863 0.151 -0.311 0.217 0.77
Si 9.622 6.437 0.044 0.044 0.299 0.69
Si 8.388 6.951 33.151 0.221 -0.254 0.768
Si 9.51 12.422 0.014 0.081 -0.383 0.595
Si 12.379 14.576 0.222 0.005 0.152 0.767
Si 14.917 0.925 0.001 -0.061 0.416 0.722
Si 11.892 4.284 0.047 0.202 0.021 0.72
Si 14.736 7.101 0.1 0.053 -0.212 0.797
Si 12.56 9.358 0.018 -0.273 0.1 0.727
Si 14.699 12.509 0.062 0.222 -0.08 0.784
Si 2.803 0.187 1.257 0.046 0.033 -0.061
Si 5.487 2.868 1.383 0.071 -0.003 -0.05
Si 2.599 5.446 1.551 0.001 -0.053 -0.037
Si 5.427 8.13 1.225 -0.022 0.017 -0.068
Si 2.789 10.928 1.344 0.037 0.003 -0.043
Si 5.469 13.625 1.176 0.001 -0.009 -0.078
Si 8.195 -0.051 1.491 -0.017 0.01 -0.017
Si 10.881 2.734 1.482 0.012 0.011 -0.049
Si 8.26 5.379 1.586 0.017 0.025 -0.022
Si 10.85 8.158 1.171 -0.011 -0.022 -0.092
Si 8.178 10.852 1.203 0.002 0.004 -0.052
Si 10.898 13.462 1.571 -0.021 -0.013 -0.009
Si 13.52 16.192 1.498 -0.029 -0.018 -0.064
Si 16.139 2.658 1.238 -0.042 -0.03 -0.049
Si 13.525 5.466 1.3 -0.002 -0.003 -0.077
Si 16.301 8.158 1.494 -0.027 -0.005 -0.049
Si 13.635 10.9 1.424 0.003 0 -0.046
Si 16.36 13.662 1.289 -0.01 0.01 -0.066
Si 1.325 1.421 2.659 -0.018 -0.002 0.016
Si 4.109 4.156 2.795 -0.022 -0.029 0.015
Si 1.267 6.788 2.877 -0.012 0.014 0.056
Si 4.134 9.52 2.689 0.001 -0.027 0.019
Si 1.378 12.277 2.658 -0.01 -0.016 -0.006
Si 4.107 15.012 2.57 0.005 -0.017 -0.024
Si 6.756 1.356 2.733 0.033 0.043 0.005
Si 9.573 4.032 2.928 0.012 -0.017 0.023
Si 6.777 6.817 2.685 -0.028 0.026 -0.008
Si 9.507 9.489 2.601 0.018 0.018 -0.02
Si 6.822 12.246 2.603 -0.009 0.005 0.031
Si 9.572 14.94 2.832 0.008 0.001 0.025
Si 12.241 1.347 2.784 -0.014 -0.017 0.014
Si 14.892 4.078 2.654 0.012 0.026 -0.025
Si 12.181 6.837 2.669 -0.001 0.005 0.033
Si 14.985 9.57 2.798 0.007 0.004 0.049
Si 12.261 12.128 2.866 0.002 -0.011 0.031
Si 14.993 14.907 2.786 0.018 -0.013 0.025
Si 16.356 0.014 4.074 0.001 -0.007 -0.039
Si 2.697 2.747 4.065 -0.035 0.019 -0.025
Si 16.228 5.388 4.126 -0.015 -0.008 0.005
Si 2.73 8.188 4.085 0.034 0.027 -0.03
Si 16.367 10.933 4.095 0.001 0.008 0.001
Si 2.751 13.649 3.986 0.015 0.006 -0.008
Si 5.407 -0.014 4.061 -0.015 0.017 -0.014
Si 8.131 2.67 4.151 -0.018 -0.001 -0.018
Si 5.456 5.501 4.126 0.007 -0.004 0.028
Si 8.158 8.173 4.027 0.016 -0.026 -0.005
Si 5.484 10.898 4.033 0.019 -0.019 -0.029
Si 8.139 13.569 4.074 -0.014 -0.02 -0.023
Si 10.9 0.002 4.164 -0.01 -0.013 -0.004
Si 13.604 2.73 4.096 0.016 0.017 -0.012
Si 10.921 5.48 4.149 0.01 0.002 -0.012
Si 13.566 8.169 4.071 -0.023 -0.009 -0.05
Si 10.831 10.783 4.103 -0.011 0.002 0
Si 13.626 13.557 4.147 0.018 0.021 -0.014
Si 1.352 -1.351 16.281 0.014 -0.003 -0.003
Si 4.081 1.357 16.301 0.006 0.008 -0.003
Si 1.362 4.102 16.339 -0.004 0.027 0.008
Si 4.079 6.793 16.343 -0.003 -0.017 0.017
Si 1.408 9.502 16.287 -0.01 -0.018 0.014
Si 4.088 12.233 16.306 -0.001 -0.007 0.005
Si 6.806 -1.372 16.344 -0.004 0.015 0.005
Si 9.508 1.339 16.322 0.008 -0.008 0.012
Si 6.781 4.06 16.311 0.007 -0.008 -0.004
Si 9.494 6.791 16.292 -0.005 -0.004 -0.003
Si 6.803 9.507 16.307 -0.001 0.006 0.003
Si 9.51 12.249 16.338 -0.012 -0.01 0.019
Si 12.251 -1.332 16.312 0.024 -0.007 0.008
Si 14.947 1.387 16.35 -0.02 -0.013 0.015
Si 12.246 4.061 16.327 -0.015 0.012 0.005
Si 14.992 6.787 16.292 -0.004 0.005 -0.005
Si 12.23 9.555 16.275 0.005 0.005 -0.001
Si 14.925 12.27 16.25 -0.004 0.018 -0.013
Si 2.739 -0.025 17.636 -0.033 -0.002 -0.008
Si 5.412 2.717 17.686 0.003 -0.035 -0.006
Si 2.733 5.432 17.732 0.009 -0.009 0.018
Si 5.447 8.166 17.681 0.01 0.024 0.04
Si 2.734 10.876 17.663 0.049 0.003 0.043
Si 5.464 13.548 17.69 0.013 0.01 0.009
Si 8.132 0.019 17.711 0.006 0.007 0.011
Si 10.885 2.676 17.679 -0.008 0.014 -0.007
Si 8.169 5.388 17.651 0.007 0.004 0.02
Si 10.821 8.226 17.598 -0.018 0.001 -0.025
Si 8.144 10.859 17.69 0.002 0.005 0.005
Si 10.904 13.622 17.657 0.003 -0.011 0.036
Si 13.573 0.036 17.722 -0.008 0.023 0.015
Si 16.296 2.777 17.702 -0.003 -0.009 0.041
Si 13.637 5.428 17.65 0.041 -0.012 0.029
Si 16.398 8.115 17.632 0.012 0.001 0.007
Si 13.593 10.92 17.624 -0.049 0.004 0.034
Si 16.255 13.641 17.599 -0.006 -0.017 -0.008
Si 1.395 1.378 18.95 0.003 0.006 -0.017
Si 4.098 4.064 19.1 -0.012 0.018 0.011
Si 1.385 6.787 19.108 0.002 0.033 0.004
Si 4.108 9.542 19.072 0.017 -0.012 -0.024
Si 1.269 12.251 18.897 -0.034 -0.021 -0.048
Si 4.077 -1.415 18.999 0.016 0.016 -0.032
Si 6.718 1.36 19.082 0.018 -0.012 -0.021
Si 9.482 3.974 19.019 -0.048 -0.012 -0.022
Si 6.848 6.785 18.985 -0.016 0.003 -0.027
Si 9.529 9.556 19.073 0.034 0.016 0
Si 6.775 12.151 19.096 -0.042 -0.008 0.002
Si 9.553 -1.332 19.01 0.003 0.01 -0.035
Si 12.227 1.395 19.134 0.018 -0.021 0.027
Si 14.961 4.134 19.147 -0.018 0.007 -0.024
Si 12.203 6.844 18.831 -0.023 -0.007 -0.016
Si 15.033 9.54 18.858 0.038 0.017 -0.056
Si 12.244 12.264 19.043 0.009 -0.01 -0.038
Si 14.962 -1.325 19.035 0.012 -0.01 0.013
Si 16.352 0.069 20.321 -0.005 0.026 0.036
Si 2.733 2.65 20.412 0.005 -0.007 0.038
Si 16.381 5.479 20.563 0.024 -0.011 0.074
Si 2.734 8.19 20.432 -0.018 0.008 0.063
Si 16.309 10.881 20.295 -0.003 -0.008 0.081
Si 2.602 13.57 20.24 0.006 0.031 0.011
Si 5.39 -0.079 20.425 -0.022 0.014 0.023
Si 8.066 2.698 20.489 0.004 0.032 0.015
Si 5.493 5.468 20.386 0.005 -0.012 0.053
Si 8.201 8.133 20.379 0.033 -0.021 0.062
Si 5.427 10.843 20.582 -0.004 -0.015 0.071
Si 8.236 13.528 20.29 0.016 -0.027 0.012
Si 10.834 0.042 20.476 -0.01 0.019 0.07
Si 13.571 2.753 20.545 0.026 -0.005 0.056
Si 10.899 5.436 20.154 0 -0.028 -0.003
Si 13.594 8.227 20.077 -0.001 0.028 0.011
Si 10.869 10.929 20.471 -0.01 0.02 0.064
Si 13.623 13.638 20.402 -0.013 -0.017 0.039
Si 1.565 -1.137 21.604 -0.109 -0.083 -0.759
Si 3.815 1.042 21.774 0.198 0.125 -0.706
Si 17.526 3.756 21.801 0.059 0.286 -0.699
Si 4.336 7.018 21.688 -0.15 -0.034 -0.741
Si 1.466 9.723 21.7 -0.025 -0.133 -0.609
Si 3.599 11.999 21.628 0.205 -0.135 -0.704
Si 6.983 -1.364 21.568 -0.228 -0.052 -0.733
Si 9.082 1.007 21.775 0.315 0.205 -0.753
Si 7.085 4.449 21.787 -0.231 -0.311 -0.675
Si 9.462 6.545 21.582 0.103 0.252 -0.698
Si 6.637 9.137 21.798 -0.001 0.296 -0.773
Si 9.785 12.578 21.792 -0.133 -0.301 -0.687
Si 12.049 -1.525 21.708 0.164 0.142 -0.807
Si 15.254 1.6 21.728 -0.163 -0.063 -0.826
Si 12.399 4.495 21.663 -0.224 -0.453 -0.607
Si 14.639 6.765 21.539 0.43 0.109 -0.662
Si 12.603 9.783 21.513 -0.22 -0.037 -0.704
Si 14.794 12.031 21.66 0.134 0.224 -0.713
Si 7.532 6.621 26.347 0.119 -0.01 -0.002
Si 13.337 8.153 23.789 0.004 -0.015 -0.107
Si 6.5 3.104 30.682 0.051 0.037 -0.039
Si 17.672 13.463 26.562 0.093 0.209 -0.153
Si 11.909 12.134 26.335 -0.077 0.057 -0.065
Si 16.295 4.56 27.978 0.022 -0.052 0.094
Si 7.798 9.061 24.69 -0.049 0.048 -0.133
Si 5.377 13.197 23.654 0.003 0.002 -0.127
Si 9.319 -0.921 26.058 0.032 -0.072 -0.032
Si 12.886 7.778 27.914 -0.008 -0.064 0.054
Si 1.828 2.302 28.337 -0.041 -0.063 0.024
Si 13.788 2.899 28.692 -0.127 -0.108 0
Si 3.325 0.649 26.745 0.02 0.03 -0.055
Si 4.586 -1.39 28.735 -0.132 0.022 0.093
Si 16.959 0.009 27.123 0.06 0.117 -0.072
Si 6.737 3.947 24.896 0.072 0.108 -0.146
Si 10.938 4.069 29.036 0.033 -0.09 0.071
Si 13.921 -0.288 23.902 0.063 -0.069 -0.17
Si 8.951 9.27 29.319 0.051 0.006 -0.003
Si 1.984 6.117 29.252 0.182 -0.116 0.094
Si 4.573 13.3 26.4 -0.141 -0.077 -0.09
Si 6.869 -0.087 30.413 0.017 -0.035 0.177
Si 16.741 9.617 27.59 0.073 -0.021 -0.121
Si 17.061 7.909 24.097 -0.252 0.135 -0.103
Si 6.28 7.814 28.94 0.127 -0.019 -0.001
Si 16.114 13.8 23.856 -0.069 -0.017 -0.16
Si 4.623 9.834 30.387 0.11 -0.111 0.107
Si 13.993 10.06 26.257 0.003 -0.093 0.037
Si 10.144 6.715 30.645 -0.105 0.073 0.096
Si 8.23 1.535 24.557 -0.014 -0.012 -0.147
Si 12.475 13.218 31.295 -0.05 -0.099 0.052
Si 17.017 11.991 29.101 -0.052 0.068 0.092
Si 9.526 12.782 24.756 -0.008 -0.099 -0.025
Si 3.014 8.972 25.948 -0.008 0.083 0.186
Si 5.42 10.773 25.314 -0.03 -0.021 -0.094
Si 9.18 -1.546 28.941 0.046 0.064 0.053
Si 17.852 2.409 31.292 -0.074 0.009 0.075
Si 11.281 5.972 23.9 0.098 -0.015 -0.236
Si 2.489 5.588 23.783 -0.003 0.031 0.001
Si 12.696 7.858 31.156 0.051 0.167 -0.045
Si 5.229 1.589 24.551 0.029 0.003 -0.042
Si 13.855 0.55 26.765 0.008 -0.002 0.088
Si 9.356 3.099 31.145 0.155 -0.062 0.228
Si 11.747 -1.41 27.606 -0.05 0.073 -0.006
Si 3.481 6.182 26.696 0.078 -0.022 -0.083
Si 10.47 5.904 26.849 0.189 0.071 0.032
Si 9.481 10.501 26.478 -0.011 0.084 0.044
Si 3.549 12.465 30.344 0.053 0.102 -0.013
Si 2.075 8.313 31.283 0.011 -0.045 0.159
Si 4.836 5.221 29.156 -0.119 0.072 -0.003
Si 15.208 0.836 30.686 -0.055 0.063 0.04
Si 9.652 12.186 30.459 0.035 0.026 0.108
Si 15.185 -2.071 30.439 0.113 -0.058 0.137
Si 15.621 7.075 26.714 -0.024 0.079 -0.093
Si 1.397 14.967 5.414 -0.008 -0.023 -0.015
Si 4.046 1.356 5.417 -0.003 -0.022 -0.014
Si 1.34 4.077 5.454 0.015 0.003 0.003
Si 4.074 6.835 5.465 0.007 0.016 0.003
Si 1.384 9.55 5.444 -0.01 -0.005 0.003
Si 4.093 12.262 5.372 -0.018 0.02 -0.027
Si 6.781 14.947 5.422 0.018 0.015 -0.013
Si 9.506 1.336 5.502 -0.006 0.012 0.012
Si 6.793 4.09 5.463 -0.007 -0.004 -0.002
Si 9.501 6.821 5.444 -0.005 0.017 -0.012
Si 6.821 9.538 5.415 0.001 -0.003 -0.01
Si 9.501 12.207 5.435 0.002 0 -0.008
Si 12.267 14.944 5.48 0.019 0.017 0
Si 14.981 1.364 5.437 0.011 0.028 -0.017
Si 12.263 4.092 5.48 0.006 -0.007 -0.006
Si 14.906 6.798 5.453 -0.009 -0.007 -0.005
Si 12.216 9.483 5.473 -0.008 -0.014 -0.003
Si 14.993 12.231 5.492 0.002 -0.015 0.012
Si 2.723 -0.001 6.804 -0.006 0.008 0.008
Si 5.414 2.715 6.785 -0.004 0.02 -0.006
Si 2.708 5.451 6.799 -0.012 0.008 -0.008
Si 5.456 8.188 6.795 -0.011 0 0.001
Si 2.745 10.916 6.781 0 -0.013 -0.001
Si 5.426 13.597 6.783 0.004 0 0.002
Si 8.136 -0.032 6.817 0.007 -0.003 0.001
Si 10.877 2.729 6.817 -0.01 0.007 -0.005
Si 8.16 5.447 6.81 0.012 -0.006 -0.001
Si 10.861 8.145 6.836 0.008 -0.001 0.002
Si 8.156 10.872 6.815 0.009 -0.003 0.006
Si 10.873 13.575 6.796 -0.007 0.001 -0.012
Si 13.622 0.008 6.811 -0.002 -0.02 0
Si 16.324 2.712 6.82 0.013 -0.01 0.001
Si 13.597 5.444 6.852 -0.002 0.003 -0.001
Si 16.314 8.168 6.774 0.003 0.001 -0.014
Si 13.598 10.861 6.808 0.001 0.006 -0.009
Si 16.355 13.618 6.804 -0.008 0.002 -0.004
Si 1.363 1.35 8.17 -0.01 -0.001 0.005
Si 4.068 4.08 8.152 -0.011 -0.011 -0.001
Si 1.348 6.812 8.148 0.004 0 0.002
Si 4.088 9.543 8.148 0.017 0.015 0.003
Si 1.38 12.252 8.161 0.001 0.012 0.003
Si 4.083 14.959 8.157 -0.005 -0.008 0.003
Si 6.781 1.358 8.153 -0.002 -0.011 -0.004
Si 9.517 4.087 8.174 0.007 0.009 0
Si 6.799 6.811 8.16 0.003 -0.001 0.001
Si 9.515 9.521 8.18 0.008 -0.005 0.007
Si 6.786 12.241 8.151 0.003 0.001 -0.005
Si 9.514 14.938 8.16 -0.009 -0.005 0
Si 12.244 1.363 8.161 0.007 0.013 -0.007
Si 14.969 4.078 8.178 0.004 0.024 0.004
Si 12.223 6.794 8.195 -0.024 -0.023 0.01
Si 14.962 9.511 8.163 -0.02 -0.013 -0.002
Si 12.24 12.229 8.162 0.007 -0.001 -0.003
Si 14.98 14.965 8.164 0.025 0.013 0.005
Si 16.326 -0.001 9.534 -0.003 -0.001 0.008
Si 2.72 2.719 9.521 -0.004 0 0.005
Si 16.325 5.448 9.523 0.006 -0.009 0.002
Si 2.72 8.172 9.497 -0.013 -0.002 -0.012
Si 16.326 10.886 9.509 0.009 -0.002 -0.005
Si 2.729 13.607 9.528 -0.001 0.004 0.01
Si 5.434 0 9.522 0 -0.002 0.005
Si 8.149 2.715 9.513 -0.003 0.007 -0.006
Si 5.438 5.438 9.507 0.001 0.007 -0.002
Si 8.158 8.158 9.531 0.008 0.005 0.002
Si 5.439 10.887 9.523 -0.004 0.002 0.004
Si 8.149 13.59 9.517 0.003 -0.01 0.001
Si 10.876 -0.004 9.506 0.005 0 -0.005
Si 13.598 2.723 9.526 0.002 0 -0.003
Si 10.87 5.435 9.549 0.008 0.003 0.012
Si 13.6 8.159 9.531 0.01 -0.002 -0.002
Si 10.882 10.877 9.53 -0.01 0.001 -0.002
Si 13.606 13.599 9.509 -0.012 0.008 -0.011
Si 1.368 14.963 10.889 0.002 -0.003 0.002
Si 4.077 1.36 10.886 -0.006 0.002 -0.003
Si 1.362 4.082 10.875 0 0.009 0.001
Si 4.076 6.802 10.856 -0.004 0.004 -0.001
Si 1.364 9.524 10.868 0.003 0 0
Si 4.084 12.244 10.886 0.003 0 0
Si 6.798 14.959 10.876 0.008 0.002 -0.001
Si 9.516 1.356 10.87 -0.003 -0.005 -0.002
Si 6.793 4.075 10.877 0.006 0 0.001
Si 9.512 6.8 10.899 -0.006 -0.008 -0.001
Si 6.798 9.523 10.878 -0.002 -0.005 -0.002
Si 9.51 12.235 10.874 0.006 0.006 0.002
Si 12.239 14.962 10.863 0.005 0.001 -0.002
Si 14.958 1.364 10.879 0.003 0 -0.002
Si 12.239 4.076 10.893 -0.006 0.004 0.004
Si 14.961 6.798 10.886 -0.006 -0.007 -0.001
Si 12.243 9.521 10.891 0.004 0.003 0
Si 14.964 12.244 10.875 -0.003 0.001 0.001
Si 2.719 0.007 12.253 -0.003 -0.006 0.005
Si 5.438 2.717 12.247 -0.003 -0.003 0.004
Si 2.728 5.44 12.225 -0.003 -0.007 -0.007
Si 5.436 8.155 12.22 0.003 0.001 -0.009
Si 2.723 10.876 12.235 -0.008 0.002 0.008
Si 5.443 13.603 12.243 -0.001 0 0.004
Si 8.16 -0.003 12.233 0 0 -0.001
Si 10.871 2.715 12.24 0.012 0.007 -0.001
Si 8.151 5.43 12.245 0.006 0.011 0.003
Si 10.882 8.16 12.25 0.003 -0.004 0.002
Si 8.156 10.88 12.239 0.003 -0.003 0.002
Si 10.869 13.608 12.216 -0.013 -0.007 -0.013
Si 13.592 0.006 12.227 0.002 0.002 -0.006
Si 16.319 2.725 12.233 -0.007 -0.005 -0.001
Si 13.604 5.437 12.247 0 0.009 0.003
Si 16.326 8.165 12.232 0.003 0 -0.006
Si 13.602 10.889 12.242 -0.002 -0.007 0.006
Si 16.323 13.602 12.24 0.006 0.016 0.004
Si 1.353 1.375 13.602 -0.01 0.012 0.001
Si 4.072 4.08 13.601 -0.008 0.025 0.002
Si 1.373 6.8 13.579 -0.002 -0.007 -0.009
Si 4.094 9.515 13.585 0.005 -0.022 -0.008
Si 1.362 12.233 13.593 0.009 -0.008 0.002
Si 4.084 14.962 13.603 0.001 0.006 -0.004
Si 6.804 1.351 13.599 0.017 -0.015 -0.003
Si 9.519 4.077 13.607 -0.012 0 0.005
Si 6.777 6.789 13.588 -0.004 0.005 -0.008
Si 9.511 9.519 13.598 0.003 0.006 0.004
Si 6.804 12.244 13.602 -0.006 0.001 -0.001
Si 9.517 14.954 13.592 0.018 -0.005 -0.003
Si 12.23 1.355 13.596 0.003 -0.008 0.001
Si 14.962 4.073 13.602 0.008 0.003 0
Si 12.247 6.798 13.606 0.004 -0.009 0
Si 14.966 9.523 13.595 0.003 -0.002 0.008
Si 12.223 12.26 13.577 -0.014 0.027 -0.007
Si 14.964 14.984 13.582 -0.013 -0.002 -0.003
Si 16.303 0.03 14.962 0.011 -0.008 0.003
Si 2.71 2.73 14.969 -0.011 -0.025 -0.006
Si 16.343 5.437 14.935 -0.001 0.012 0.003
Si 2.748 8.141 14.936 0.004 0.024 0.003
Si 16.328 10.876 14.959 -0.001 0.003 0.017
Si 2.722 13.594 14.948 -0.007 0.008 0.006
Si 5.451 -0.011 14.966 -0.004 0.003 0.009
Si 8.159 2.711 14.962 -0.001 0.003 -0.001
Si 5.426 5.435 14.966 0.007 0 -0.003
Si 8.14 8.145 14.934 -0.014 -0.024 -0.004
Si 5.447 10.875 14.95 0.006 0.003 -0.004
Si 8.161 13.603 14.966 0.01 0.013 -0.004
Si 10.868 -0.005 14.954 -0.017 -0.007 -0.007
Si 13.593 2.71 14.955 -0.003 0.008 -0.002
Si 10.89 5.435 14.965 0.015 0.018 0.004
Si 13.609 8.163 14.958 -0.001 -0.009 0.003
Si 10.86 10.907 14.94 0.009 -0.003 0.003
Si 13.582 13.637 14.914 -0.001 -0.014 -0.006
O 9.259 1.583 23.297 0.56 0.473 0.344
O 11.508 6.818 31.505 0.05 -0.366 0.558
O 5.827 3.254 32.133 -0.219 -0.546 0.056
O 12.033 13.324 27.422 0.272 -0.179 0.384
O 3.356 5.432 29.828 -0.012 -0.073 0.307
O 14.691 0.831 23.038 0.229 0.254 0.432
O 13.381 11.545 26.045 0.247 0.428 -0.036
O 7.252 8.067 32.793 0.046 0.015 -0.309
O 17.112 9.002 31.967 -0.403 0.185 -0.413
O 2.779 1.818 32.103 0.263 -0.008 -0.372
O 8.322 5.473 22.036 -0.004 -0.118 0.095
O 12.261 8.909 22.841 -0.668 0.052 0.34
O 10.939 13.684 22.152 -0.106 -0.059 0.546
O 13.619 5.547 21.873 0.207 -0.138 0.037
O 7.519 8.587 29.636 -0.095 0.066 0.357
O 16.916 13.285 25.153 0.006 -0.488 -0.091
O 14.94 -1.491 24.278 0.059 0.031 0.236
O 5.454 8.087 22.248 0.014 -0.111 0.5
O 15.413 10.783 32.883 0.095 0.077 -0.386
O 14.018 7.313 31.903 0.359 0.364 -0.519
O 18.077 13.53 32.885 0.008 0.061 -0.208
O 4.471 0.646 25.627 0.328 -0.539 0.158
O 11.511 7.042 27.412 -0.213 0.127 -0.108
O 10.071 -0.21 33.033 0.014 -0.232 -0.538
O 13.356 0.412 25.237 -0.387 0.313 -0.197
O 10.251 10.75 32.939 -0.003 -0.166 -0.476
O 5.723 -0.507 29.384 -0.055 -0.019 -0.373
O 12.482 3.652 29.274 0.256 -0.005 0.442
O 2.681 7.183 32.251 -0.279 0.008 -0.263
O 6.853 5.243 25.832 -0.116 -0.139 0.123
O 8.607 -1.385 27.434 -0.751 -0.182 0.13
O 11.27 12.418 30.559 0.223 -0.195 -0.161
O 8.812 11.907 25.948 -0.384 0.249 0.213
O 5.095 13.974 25.028 0.109 0.511 0.123
O 10.997 10.897 26.871 0.436 -0.314 0.194
O 8.818 0.544 25.667 0.196 0.246 0.098
O 5.286 -2.31 27.634 0.604 -0.38 0.081
O 2.091 2.793 29.835 0.357 0.407 -0.104
O 10.312 6.868 22.942 -0.194 0.662 0.371
O 16.624 10.409 29.017 -0.13 -0.35 0.51
O 7.691 7.482 24.985 -0.1 -0.239 -0.568
O 6.539 4.199 23.299 -0.2 0.14 0.094
O 15.848 -1.89 31.919 -0.189 0.043 -0.083
O 15.926 7.686 25.236 -0.17 0.128 -0.17
O 10.424 3.931 32.079 -0.024 0.31 -0.354
O 4.537 11.325 29.744 0.488 0.206 -0.802
O 3.759 12.267 31.932 0.286 -0.28 -0.05
O 9.054 13.213 29.362 -0.533 -0.08 -0.187
O 2.538 10.876 22.219 -0.114 -0.014 0.304
O 9.179 12.206 23.275 -0.212 -0.164 0.271
O 12.61 2.54 32.787 0.111 -0.005 -0.476
O 6.44 14.06 22.823 0.29 -0.213 0.132
O 14.073 6.943 27.181 -0.035 -0.285 0.015
O 14.308 0.645 32.025 -0.162 -0.444 -0.028
O 15.576 10.207 26.591 0.255 0.407 -0.229
O 2.076 4.16 23.137 -0.039 -0.322 0.296
O 3 5.472 25.319 0.179 -0.306 0.058
O 5.427 3.045 25.249 -0.591 0.292 0.349
O 6.587 -0.906 31.795 0.528 -0.307 -0.154
O 17.304 12.255 27.537 -0.068 -0.355 -0.214
O 11.823 -1.908 32.152 0.059 0.327 -0.396
O 8.086 -0.264 22.051 0.132 -0.018 0.314
O 11.658 4.569 23.138 -0.105 -0.235 0.316
O 10.37 5.438 29.702 -0.164 0.15 -0.041
O 8.929 1.772 31.967 -0.316 0.024 -0.314
O 13.139 -0.596 27.67 0.223 -0.172 0.317
O 3.719 6.26 22.983 0.335 -0.082 0.207
O 17.312 3.738 32.02 0.272 0.328 -0.322
O 4.022 9.974 25.183 -0.067 0.006 -0.213
O 14.648 7.649 22.936 0.259 0.288 0.467
O 16.915 9.031 22.916 -0.348 0.008 0.086
O 13.455 1.991 27.389 -0.485 0.312 -0.429
O 17.252 3.352 27.51 0.143 0.077 -0.527
O 16.665 1.32 31.197 0.161 -0.219 0.103
O 6.716 1.032 24.183 -0.165 -0.683 -0.409
O 7.528 9.424 23.141 0.14 0.344 -0.011
O 17.094 -1.571 27.356 -0.326 -0.034 0.675
O 16.32 8.063 27.791 0.28 -0.121 0.66
O 15.92 13.04 29.654 -0.005 -0.001 -0.392
O 5.616 9.76 31.677 -0.016 0.118 -0.17
O 10.746 4.422 27.475 -0.123 -0.508 -0.472
O 17.319 0.901 28.431 -0.32 -0.054 0.309
O 15.527 5.418 32.863 -0.012 -0.059 -0.571
O 13.305 12.217 32.246 -0.276 -0.014 -0.341
O 8.338 -0.559 29.908 0.265 0.073 0.029
O 15.47 12.547 23.056 0.196 -0.148 0.268
O 16.947 5.23 29.313 -0.355 0.141 0.4
O 3.994 13.02 22.842 -0.322 0.455 0.397
O 1.97 9.643 27.017 0.053 0.197 0.381
O 8.071 3.043 25.13 0.443 0.377 0.346
O 2.013 12.165 29.993 -0.16 -0.01 -0.024
O 6.623 7.445 27.403 -0.175 0.353 -0.419
O 2.099 8.359 24.803 0.175 -0.049 -0.395
O 8.869 12.557 31.842 -0.434 0.364 -0.179
O 3.158 9.449 30.953 -0.024 0.383 -0.238
O 5.846 6.409 29.639 0.012 -0.012 0.329
O 8.94 6.379 27.119 -0.191 0.042 0.422
O 13.154 9.306 27.434 -0.105 0.451 0.449
O 1.85 0.367 26.07 0.029 -0.228 -0.526
O 13.774 9.194 24.917 0.304 0.12 -0.035
O 2.959 13.453 26.397 -0.019 0.106 0.038
O 9.274 9.524 25.192 0.528 -0.317 -0.105
O 3.205 2.076 27.519 0.519 0.551 0.133
O 2.213 6.322 27.671 -0.327 0.223 -0.364
O 7.954 3.834 30.781 -0.105 0.713 -0.315
O 4.588 5.332 27.537 0.466 -0.49 -0.185
O 4.471 5.348 32.931 0.042 0.248 -0.508
O 9.987 8.092 29.775 0.37 0.197 0.096
O 5.548 3.826 29.577 -0.027 -0.331 -0.446
O 12.942 7.859 29.549 0.338 0.252 -0.106
O 17.448 6.448 23.514 -0.334 -0.389 -0.51
O 10.078 2.858 29.704 -0.076 -0.69 -0.123
O 12.676 -0.878 23.062 -0.165 0.275 0.215
O 9.299 10.641 30.106 0.145 -0.119 0.109
O 12.191 9.234 31.895 0.157 0.243 -0.322
O 11.141 12.684 25.008 0.489 0.091 -0.307
O 13.675 10.907 22.05 -0.118 -0.054 0.332
O 8.913 9.692 27.753 -0.095 -0.041 -0.262
O 5.813 11.664 24.001 0.591 -0.402 -0.296
O 10.917 -0.873 26.319 0.176 0.307 -0.182
O 15.463 0.382 26.695 -0.061 -0.014 -0.347
O 3.558 -0.443 27.925 -0.317 -0.017 0.066
O 13.604 -2.437 30.348 -0.245 0.184 -0.659
O 15.315 -0.556 29.852 0.134 0.005 -0.538
O 3.88 -2.353 29.835 -0.264 0.174 0.022
O 5.039 8.836 29.178 -0.445 0.017 -0.132
O 4.503 0.074 32.913 -0.166 0.104 -0.232
O 16.18 5.573 26.732 0.314 -0.304 -0.525
O 4.388 1.656 23.173 -0.114 0.352 0.103
O 12.583 6.838 24.332 0.17 0.022 0.659
O 16.359 2.696 22.257 0.156 0.149 0.563
O 6.663 9.801 25.591 0.059 0.032 0.418
O 8.931 6.488 31.68 -0.366 -0.201 -0.114
O 17.176 -1.779 22.907 0.054 0.138 0.145
O 9.017 -2.005 24.889 -0.129 0.09 -0.595
O 2.697 -0.092 22.165 -0.186 -0.052 0.609
O 3.931 7.731 26.473 0.624 0.01 0.176
O 10.781 -1.178 28.904 0.347 0.282 0.637
O 5.115 11.789 26.521 0.366 -0.249 0.483
O 6.714 1.526 30.423 -0.026 -0.189 -0.354
O 14.489 1.958 29.793 0.155 0.263 0.241
O 14.817 4.065 28.324 0.041 0.306 0.126
O 1.683 7.533 29.942 -0.373 0.203 -0.218
O 10.538 5.645 25.268 -0.435 -0.24 0.017

Results
total energy: -101651.373 eV
total energy less fixed offsets of O -438.35, Si -107.03 eV per atom: 1.827 eV
